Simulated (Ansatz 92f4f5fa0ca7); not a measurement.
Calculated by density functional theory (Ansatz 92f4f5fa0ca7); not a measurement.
Periodic cell of 122 atoms, Si78O44, from a study of silicon, its oxide and their interface. The atomic structure is a simulated model.

Settings: functional r2SCAN; potential files Ansatz norm-conserving; basis plane waves; wave-function cutoff 1300 eV; density cutoff ratio 4; exchange-correlation grid ratio 1; k mesh 2 x 2 x 1, shifted by 0.5 0.5 0.5 of a step; self-consistency stop 5e-08 eV per atom in the density residual; occupations Fermi-Dirac, 0.05 eV; spin none; net charge 0.

Cell vectors (angstrom)
a	10.9364	-0.1063	0.0739
b	-0.1063	11.0141	0.0364
c	0.1241	0.0612	18.3667

Atoms and the computed forces on them: element, x, y, z (angstrom), force x, y, z (eV/angstrom)
Si	0.1653	1.0246	-0.156	-2.5179	-2.031	-4.0688
Si	3.9379	3.2684	1.5167	-3.311	1.1933	-0.0003
Si	-0.099	6.0538	0.1239	-2.357	-2.5576	-1.6323
Si	3.4164	8.451	-0.1089	-1.9977	-1.6456	1.3609
Si	6.9168	2.1647	-1.3031	-0.6053	-2.4563	-1.9958
Si	9.1124	2.4037	-0.4106	0.7551	1.6062	-1.4221
Si	5.701	6.2706	-0.4287	0.3817	-0.646	-0.3781
Si	8.2507	7.8887	-0.1761	2.2365	0.8229	-0.7331
Si	1.4001	1.3543	1.608	0.9255	-1.9234	1.3752
Si	4.5159	4.1582	-0.4938	0.6394	0.8441	-2.0821
Si	1.3277	6.815	1.6861	2.1026	1.3026	-1.7225
Si	4.2873	9.94	1.5641	1.1382	-0.3745	-1.6643
Si	6.0177	0.7424	0.9739	0.6296	-1.7674	1.52
Si	9.4756	4.0429	1.2325	1.3951	0.5205	0.5267
Si	7.0742	7.094	1.5562	-1.157	-1.3246	-1.6577
Si	9.3828	9.5942	1.2057	0.4585	-2.0904	-0.6237
Si	0.0531	2.7686	2.618	-2.8713	1.0001	1.5002
Si	2.7605	-0.2319	2.7922	0.564	1.8129	0.7247
Si	-0.1019	8.2134	2.7202	-1.4151	1.3914	1.5185
Si	3.1777	5.4618	2.7386	-1.7717	0.1048	-0.5553
Si	5.6584	2.4616	2.6613	0.3189	-0.8886	0.3467
Si	7.9202	-0.2301	2.5769	1.2784	1.6716	-0.9657
Si	5.8642	8.601	2.622	-1.6711	0.5129	2.4462
Si	8.1926	5.4967	2.6384	0.4705	-1.1658	2.2839
Si	1.3991	4.2054	3.8916	1.9529	-0.7686	0.4258
Si	4.5645	1.1269	4.3122	-2.4542	0.7593	-2.2612
Si	1.0317	9.9129	4.0311	0.7314	-3.6043	-0.1024
Si	4.2048	7.3955	3.9194	0.0275	-1.5924	-0.0763
Si	6.725	4.0713	4.0601	0.3609	1.2572	-1.9239
Si	9.5326	1.1773	4.0499	-1.4161	1.8524	-1.7018
Si	6.8445	9.9244	4.4639	1.3853	-3.1734	-0.9646
Si	9.5475	6.9271	4.5917	1.6465	-1.9663	-3.5614
Si	-0.0613	0.1169	5.3392	-0.1086	0.6311	2.965
Si	3.0866	2.6426	5.3082	-1.2719	1.0519	1.1549
Si	0.0882	5.3191	5.4273	-0.9447	0.5204	0.163
Si	2.5459	8.4795	5.3568	-0.4849	-1.2751	-0.6616
Si	5.5414	-0.1449	5.8263	0.4295	0.8222	1.8833
Si	8.0821	2.753	5.265	0.6506	-2.1731	0.6749
Si	5.3872	5.6306	5.162	0.2829	0.7231	0.9259
Si	8.2665	8.2804	5.7	-1.8947	1.7439	1.6767
Si	1.5316	1.3514	6.8256	0.3802	-0.8971	-1.2084
Si	4.3565	4.2562	6.7438	-1.1696	-1.1437	-0.423
Si	1.5798	6.6064	6.6108	-0.2715	2.3553	0.8467
Si	3.9486	9.4007	6.8823	0.1357	-0.0988	2.1411
Si	6.8997	1.5284	7.0268	1.1855	-1.6696	-0.1199
Si	9.6614	3.6502	6.6233	-0.3344	1.2385	1.2346
Si	6.8614	6.6424	6.7825	0.2682	0.6307	-0.3485
Si	9.6293	9.7273	7.1819	0.7058	-0.2124	-0.0052
Si	-0.0031	2.4866	8.0736	0.1691	0.4857	0.4664
Si	2.5898	-0.2703	8.3979	3.3422	2.2034	-2.4132
Si	0.3968	8.5762	8.4284	-1.7147	0.0219	-0.5511
Si	2.7782	5.385	8.1063	0.8416	-0.3952	0.5943
Si	5.4849	2.7685	8.2339	0.8855	2.6099	-0.2317
Si	8.3864	0.117	8.7505	-2.1527	-1.0766	0.1492
Si	5.3627	7.8766	8.2436	0.4681	0.9136	-1.2504
Si	8.2479	5.0876	7.9764	0.9132	1.1377	0.2726
Si	1.5004	3.8891	9.3513	-4.1379	0.0086	0.8823
Si	3.9447	1.698	9.3486	-2.414	-1.0812	2.4205
Si	1.0833	10.5316	10.0186	-0.8146	-3.7263	2.9874
Si	4.3556	6.3366	9.5723	1.0323	-0.4064	1.1553
Si	6.7928	4.2914	9.6191	-1.5667	0.6715	-2.1072
Si	10.5506	0.9793	10.1171	-3.1887	1.2043	-0.0989
Si	6.8345	9.0419	9.7039	-0.4851	1.2614	-0.3341
Si	9.5204	7.4709	9.8491	-0.3191	-1.2191	-2.0655
Si	6.6339	0.5822	14.535	-1.3642	-2.1491	-2.6713
Si	7.8723	8.8893	13.7073	0.5482	-2.0002	0.8978
Si	10.9795	2.6224	12.7873	-1.2293	5.2894	0.211
Si	12.6864	5.3633	13.3743	-1.8797	0.0338	-0.0347
Si	10.2002	7.2589	12.5002	-1.5655	-3.2119	1.5175
Si	6.679	8.0867	15.6557	2.9375	-1.7824	2.9349
Si	9.3577	4.5754	11.3295	3.4448	-0.8331	-0.3951
Si	14.787	6.9549	11.8165	1.0025	-0.2137	-0.4241
Si	15.8208	11.4706	12.1814	-0.2679	1.2667	0.062
Si	1.9329	4.8004	16.262	-1.4186	-2.2355	-2.2518
Si	11.0914	2.2392	15.6956	-2.5854	1.975	0.9214
Si	13.5201	9.8337	12.7151	6.4966	-1.4095	2.0746
Si	6.2289	8.6262	11.9808	0.2825	2.7599	-0.6801
Si	15.1476	-1.5749	15.5201	-1.0538	-2.6637	-0.6743
O	0.6099	1.0817	-1.8646	-0.9465	-1.4373	2.5962
O	3.1816	-1.9152	-1.5662	1.3358	2.0462	-2.5162
O	6.3683	0.6314	-0.6453	0.187	2.4337	0.3685
O	-0.4186	-0.5329	0.0419	-0.1393	0.8427	0.8469
O	5.7583	3.2645	-1.1335	0.0847	-0.5993	-0.1145
O	1.8531	8.0132	0.4091	1.809	-0.5052	1.0802
O	7.7584	-0.6562	-4.1283	-1.2202	2.4979	0.0439
O	6.8911	1.8139	-3.0492	0.928	0.8083	4.1022
O	16.1857	-0.5846	-3.0687	1.8496	2.8304	-0.3591
O	13.4287	2.2785	1.2831	5.0379	3.7661	-0.9638
O	-2.0044	6.1147	-6.5454	1.4117	0.6686	0.4402
O	9.4841	6.6395	-0.5444	-0.4042	1.9447	0.7162
O	16.7511	12.2428	-5.1437	-1.1012	-2.9434	0.6961
O	2.4505	2.6455	9.8412	2.3924	-0.5894	0.127
O	0.9118	5.4096	17.281	-0.4597	1.2005	1.6983
O	5.0954	8.1323	15.4176	-1.6598	1.438	-0.0454
O	10.5663	1.9989	14.1797	0.9693	-2.3074	1.168
O	-0.1132	12.9867	11.3683	1.2322	-1.4914	0.4652
O	10.3538	8.023	11.1683	0.055	1.2179	-2.1902
O	5.7619	5.4636	10.2001	-0.7239	-0.5009	-1.0981
O	3.0972	8.4673	11.83	0.4267	0.5828	1.8276
O	3.08	5.7424	12.3409	-0.6901	0.2122	1.6781
O	9.4266	8.0934	13.6451	-1.6218	1.4983	0.1291
O	12.7871	5.6562	15.0257	1.1215	-0.1531	-2.1063
O	17.9071	6.4692	16.6458	-2.8343	0.5439	0.5686
O	3.1999	11.4124	12.1537	2.1792	-0.1562	1.8575
O	4.9254	12.4649	10.7254	-0.7279	-0.4196	-0.8737
O	11.5988	6.5781	12.8429	1.0149	-1.4239	1.3471
O	11.0274	4.4653	10.5134	0.5194	-0.4752	-0.4229
O	9.875	3.1647	16.5027	0.1319	-2.6124	0.3327
O	9.6755	3.6067	12.5869	-0.9157	0.4122	-0.5657
O	-1.5572	5.9467	8.9827	-0.7733	2.5421	0.6106
O	7.9537	7.9826	10.233	3.157	-1.6555	-1.2645
O	8.7843	0.6252	10.3734	2.9751	-0.0713	-2.5776
O	12.1155	3.8187	13.1278	1.0146	0.206	-0.5179
O	12.4049	9.8879	11.7379	-7.5528	1.4468	-4.8111
O	5.4335	7.29	12.3739	-1.8933	-0.6284	-0.083
O	-7.9616	9.8971	14.2037	-0.3045	-0.5121	-0.9122
O	8.0683	4.0343	10.5236	0.5547	-0.8869	1.8343
O	16.2365	9.9167	12.3497	0.5426	-0.4423	0.2962
O	14.2997	4.1914	16.8255	2.1015	0.4163	1.6822
O	12.2321	3.2635	15.7718	3.0248	2.8673	0.0542
O	4.3166	7.0426	18.022	0.4728	1.8593	-0.0055
O	7.4544	8.8805	17.1141	-0.1702	-0.8332	-1.3382

Results
free energy: -29580.904 eV
free energy less fixed offsets of O -463.61, Si -117.95 eV per atom: 18.036 eV
pressure: -3.49 GPa
stress xx, yy, zz, yz, xz, xy (GPa, positive in tension): 3.93, 2.75, 3.8, 0.68, 1.33, -1.16
